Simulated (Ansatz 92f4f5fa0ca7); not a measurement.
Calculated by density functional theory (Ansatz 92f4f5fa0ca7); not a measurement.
Periodic cell of 209 atoms, Si128O81, from a study of silicon, its oxide and their interface. The atomic structure is a simulated model.
This geometry differs little from another in the collection (a relaxation step or a small displacement).

Settings
functional: r2SCAN
potential files: Ansatz PAW
basis: plane waves
wave-function cutoff: 800 eV
density cutoff ratio: 5
exchange-correlation grid ratio: 1
k mesh: 1 x 1 x 1, shifted by 0.5 0.5 0 of a step
self-consistency stop: 1e-10 eV per atom in the density residual
occupations: fixed
spin: none
net charge: 0

Cell vectors (angstrom)
a, 10.88, 0, 0
b, 0, 10.88, 0
c, -1.637, -3.7916, 30.6638

Atoms: element, x, y, z (angstrom)
Si, -0.7971, -1.8783, 0.0641
Si, 1.8426, 0.868, 0.1223
Si, -2.0164, 4.3746, 0.1937
Si, -3.5878, 5.3413, 15.448
Si, -7.2666, -0.8708, 0.0337
Si, -4.63, 2.0511, 0.3213
Si, 4.5793, 3.7408, 0.408
Si, -3.5814, -4.6353, 0.1754
Si, 0.0739, -0.0842, 1.3496
Si, 2.7676, 2.6406, 1.3881
Si, -0.0893, -5.4647, 1.1766
Si, 2.6379, -2.6757, 1.2556
Si, -5.4922, 0.077, 1.2827
Si, -2.8685, 2.8071, 1.6894
Si, 5.5745, 5.4463, 1.5906
Si, -2.6117, -2.8058, 1.2954
Si, -1.3483, 1.3186, 2.6748
Si, 1.3298, 4.0809, 2.5721
Si, -1.331, -4.1436, 2.7454
Si, 1.3855, -1.3833, 2.7977
Si, 4.097, 1.3345, 2.82
Si, 6.7837, 4.144, 3.0912
Si, 4.0439, 6.8582, 2.6409
Si, -4.0565, -1.3615, 2.5459
Si, -2.726, -0.041, 4.0095
Si, 0.0061, 2.7292, 4.0038
Si, -2.6624, 5.5037, 4.2405
Si, 0.0094, -2.7591, 4.1008
Si, 2.7283, -0.0086, 4.1419
Si, 5.3935, 2.6916, 4.2324
Si, 2.6945, 5.4398, 3.9841
Si, 5.4395, -2.674, 3.9829
Si, -1.3831, -1.3797, 5.4132
Si, 1.3488, 1.39, 5.4173
Si, -1.311, 4.0556, 5.4551
Si, 1.3822, 6.7695, 5.4265
Si, 4.1196, -1.3654, 5.4308
Si, -4.0518, 1.3063, 5.449
Si, 4.0051, 4.1032, 5.4519
Si, 6.768, -4.0077, 5.4389
Si, -0.0028, 0.0021, 6.7476
Si, 2.6757, 2.7406, 6.819
Si, 0.0105, 5.4377, 6.8004
Si, 2.7455, -2.7266, 6.7674
Si, -5.4152, -0.0328, 6.812
Si, -2.684, 2.6833, 6.7786
Si, 5.4199, -5.4214, 6.7657
Si, -2.7492, -2.6949, 6.81
Si, -1.3335, 1.3316, 8.1469
Si, 1.3192, 4.0955, 8.1782
Si, -1.3741, 6.8105, 8.1363
Si, 1.3602, -1.359, 8.1121
Si, 4.0767, 1.343, 8.1129
Si, -4.0597, 4.076, 8.0825
Si, 4.0881, -4.0623, 8.1444
Si, -4.0786, -1.3705, 8.2042
Si, -2.6549, -0.0473, 9.5098
Si, -0.0267, 2.7187, 9.5222
Si, -2.7227, 5.4304, 9.4858
Si, -0.0219, -2.6901, 9.4937
Si, 2.7157, -0.0078, 9.4941
Si, 5.4827, 2.6872, 9.4168
Si, 2.6716, 5.5041, 9.4604
Si, 5.4386, -2.7393, 9.5515
Si, -1.3363, -1.3778, 10.9602
Si, 1.351, 1.3632, 10.85
Si, -1.3941, 4.0742, 10.8795
Si, 1.3162, -4.0201, 10.868
Si, 2.6603, -2.6715, 12.281
Si, -4.003, 1.3253, 10.7868
Si, 4.0627, 4.0825, 10.6376
Si, -4.063, 6.7655, 10.8868
Si, 0.0085, 0.0855, 12.2885
Si, 2.7968, 2.7578, 12.0688
Si, 0.0203, 5.4124, 12.2076
Si, 4.0621, -1.3658, 10.8871
Si, -5.3557, -0.024, 12.1473
Si, -2.7649, 2.7153, 12.2358
Si, 5.3472, 5.3603, 12.0764
Si, -2.708, -2.7987, 12.311
Si, -1.3137, 1.5307, 13.6697
Si, -1.3775, -4.2757, 13.6661
Si, 2.8642, -3.2858, 19.2498
Si, 0.4694, 2.7303, 14.9088
Si, 4.1409, -1.2927, 17.1528
Si, -4.6864, 3.5544, 13.3293
Si, 3.8411, -4.3385, 13.4462
Si, -4.1367, -1.4394, 13.6043
Si, -4.4785, 4.5154, 18.0754
Si, 3.5723, 4.6376, 18.3245
Si, 3.5464, 2.5305, 20.5861
Si, -6.3406, 1.7611, 13.2849
Si, 2.6128, 0.3936, 15.1348
Si, -2.3782, 4.763, -5.6947
Si, -3.7983, -2.4584, 21.582
Si, -2.5619, -0.1144, 14.8957
Si, -2.4537, -2.1743, 18.9605
Si, -3.2746, 2.3163, -1.5331
Si, 0.8214, 3.4451, 17.7367
Si, -0.8926, 2.0446, -6.3133
Si, -1.0322, -3.6938, -4.2267
Si, 0.5342, -1.8438, 18.3569
Si, 3.652, 4.3894, -2.4565
Si, 4.9435, -3.1056, -4.854
Si, -4.707, 3.6505, -4.0582
Si, 4.5745, 2.599, -6.3115
Si, 1.4922, -1.123, 13.6867
Si, 1.7966, 2.8061, -5.3341
Si, 0.8856, -3.6674, -0.0555
Si, -0.9598, 3.8175, 20.0018
Si, 1.656, 4.2683, 13.4661
Si, 1.5384, -3.9886, -2.3558
Si, -5.497, -3.0943, 14.8143
Si, -1.6538, -0.8671, -5.2239
Si, -3.9992, -1.9275, -7.104
Si, 3.2795, -1.3641, -2.9273
Si, -3.1308, -4.677, -8.4282
Si, -3.0595, -4.79, 20.0453
Si, -3.9386, -0.1681, 17.5728
Si, 3.2759, 5.2689, -6.0713
Si, 0.8827, 2.3699, 21.8197
Si, -3.2761, 2.0957, 19.5305
Si, -5.0878, 0.6894, -8.5673
Si, 2.1201, 1.5922, -2.7606
Si, -2.4596, -0.6811, -2.2095
Si, 1.4824, 0.9236, 19.3935
Si, -0.0218, -2.007, 15.2686
Si, -3.7555, -3.2529, -2.5866
O, 3.6611, -2.1182, 18.4527
O, 2.5639, -5.2673, -2.6081
O, 3.9078, 3.8136, 19.6801
O, -2.0311, 4.9302, 20.399
O, -4.3982, -4.1439, 15.4133
O, 1.3139, 1.3438, -1.3821
O, -4.0425, -4.2737, -1.3694
O, -2.12, 3.4647, -1.2161
O, -1.4864, 1.9524, -7.7893
O, -2.2961, -3.5263, -3.2298
O, -1.184, -1.3401, -1.4533
O, 4.7495, 1.9878, 21.4869
O, -4.7289, -0.7918, -8.0044
O, 1.4449, 1.495, 15.3961
O, -3.6803, 4.7143, -4.7222
O, 4.8668, 4.4776, -3.5375
O, 3.0406, 1.3113, 19.6423
O, -1.3711, -1.1099, 15.4105
O, -5.1184, -2.6055, -6.1508
O, -1.3651, -4.9416, -5.2136
O, 4.9223, 4.5935, 17.4257
O, -3.3433, 4.95, 17.0005
O, 1.1991, 2.1517, -3.9694
O, 2.7458, 0.1523, -3.2015
O, -3.2869, -3.1234, -7.9544
O, 1.266, -3.0911, 19.0716
O, 2.7446, 5.4129, 14.0367
O, -0.4622, -3.4885, 14.7705
O, -4.2234, 3.0288, 18.6192
O, 5.3384, -0.2768, 17.5284
O, 2.954, -0.3938, 16.5155
O, 2.3295, 3.997, 17.5179
O, -3.7211, -1.7098, -2.0207
O, -1.731, 2.5349, 19.3839
O, -3.3376, 0.4915, 16.2158
O, -2.8367, 5.1887, -7.1989
O, -0.2222, 3.4529, 21.3856
O, 0.0317, 3.4544, 16.3222
O, 4.627, -2.3731, 16.0562
O, 3.9817, 1.1871, 14.7371
O, -0.9266, 0.5279, -5.685
O, 2.1615, -2.5247, -2.7308
O, 0.0684, 4.3451, 18.8608
O, 2.354, 2.9981, 21.576
O, -2.2494, -5.3562, 14.5543
O, 3.2623, -4.7137, 18.6536
O, 4.0854, -1.274, -1.5116
O, -2.8598, -1.1718, -6.2481
O, 4.2731, 4.5543, -0.9867
O, -3.4385, -4.0344, 21.4182
O, -5.1719, 2.5559, -5.1615
O, -2.6439, 0.8222, -1.6599
O, 5.0343, 1.6375, -7.5041
O, -3.468, 0.636, 18.89
O, 3.1528, 2.033, -5.7701
O, 3.9753, -4.3497, -5.3074
O, 0.7378, 1.0733, 20.8404
O, -2.2404, -0.5183, -3.7797
O, -4.8969, -3.5284, -3.6894
O, -4.4174, 4.0821, 14.8644
O, -3.1917, -1.6819, 20.3112
O, 4.128, -1.8458, -4.2204
O, 1.3547, -0.5437, 18.8164
O, -0.9641, -1.5981, 18.8713
O, 0.6385, 2.5653, -6.4231
O, -3.9999, 2.7964, -2.895
O, 0.5888, -2.1121, 16.7659
O, -1.7223, 3.2657, -5.6027
O, -4.4009, -5.3651, 19.3538
O, 2.3633, -5.0515, -7.2852
O, 2.2382, 4.3775, -5.1596
O, -0.8008, -2.2698, -5.0342
O, -2.3645, -3.7808, 18.9909
O, 3.1487, 2.8343, -2.5272
O, -5.3917, -2.3078, 21.6536
O, -3.3285, -1.6697, 17.7024
O, -3.6143, 2.2231, 21.1115
O, 0.8692, 1.9403, 18.3091
O, 4.3536, 4.1886, -6.6774
O, 3.2005, -3.2481, 20.8171
O, 0.2679, -4.1311, -3.3652

Results
free energy: -128073.197 eV
free energy less fixed offsets of O -570.45, Si -639.56 eV per atom: -3.067 eV

Forces (eV/angstrom), in the order of the atoms: element, x, y, z
Si, 0.0036, -0.0015, 0.0271
Si, 0.0154, -0.0116, 0.0298
Si, -0.0046, 0.0149, 0.0147
Si, 0.0121, -0.0072, 0.0581
Si, -0.0133, 0.0072, 0.0322
Si, 0.0024, -0.0006, -0.0129
Si, -0.0004, -0.0131, 0.0019
Si, 0.0143, -0.0109, 0.0223
Si, 0.0001, -0.0015, -0.0001
Si, -0.0009, 0.0002, -0.004
Si, 0.0031, 0.0007, 0.0003
Si, 0.0022, -0.0016, 0.0013
Si, 0.0047, -0.0047, -0.0055
Si, 0.001, -0.004, -0.0026
Si, 0.0037, 0.0015, -0.0032
Si, -0.0014, 0.0014, -0.0051
Si, -0.0028, 0.0002, 0.0017
Si, -0.0012, 0.0024, -0.0046
Si, -0.004, -0.0026, 0.0051
Si, -0.0022, 0.0007, 0.0018
Si, -0.0006, 0.0023, 0.0059
Si, -0.0013, 0.0027, 0.0035
Si, -0.0011, -0.0008, -0.006
Si, -0.001, 0.0034, -0.0004
Si, 0.0014, -0.0023, 0.0019
Si, -0.0001, -0.0002, 0.0012
Si, 0.0008, -0.005, -0.0015
Si, 0.0016, -0.0012, -0.0005
Si, 0.0024, -0.0032, -0.0015
Si, 0.0011, 0.0015, 0.0006
Si, -0.0011, 0.002, -0.0006
Si, -0.0007, 0.001, -0.0004
Si, -0.0011, -0.0022, 0.0024
Si, 0.0011, 0.0012, 0.0014
Si, 0.0009, 0.0001, 0.0029
Si, -0.0005, -0.0018, 0.0035
Si, 0.0005, 0.0007, 0.0029
Si, -0.0016, -0.001, 0.003
Si, -0.0002, -0.0011, 0.0002
Si, -0.0006, -0.0003, 0.0023
Si, -0.0021, -0.0002, 0.0025
Si, -0.0002, 0.0009, 0.0029
Si, 0.0007, 0, 0.0027
Si, -0.0007, -0.001, 0.0023
Si, 0.0013, -0.0018, 0.002
Si, 0.0005, -0.0013, 0.0021
Si, -0.0008, 0.0005, 0.0032
Si, -0.0009, 0.0033, 0.003
Si, -0.0013, -0.0007, 0.0021
Si, 0, -0.0012, 0
Si, 0.0022, -0.0018, 0.0016
Si, -0.0002, -0.0032, 0.0015
Si, -0.0017, 0.0004, 0.0019
Si, -0.0013, -0.001, 0.0034
Si, -0.0007, 0.001, 0.0018
Si, -0.0014, -0.0012, 0.002
Si, -0.0002, -0.001, 0.0007
Si, 0.0018, 0.0013, -0.0004
Si, -0.0007, -0.0012, 0.0021
Si, 0.0006, 0.0018, 0.0009
Si, 0.0007, 0.0001, 0.0036
Si, -0.0003, -0.0003, 0.0024
Si, -0.0032, -0.0016, 0.0011
Si, 0.0018, -0.0015, 0.0012
Si, 0.0007, -0.0012, 0.0048
Si, 0.001, -0.0036, 0.0031
Si, 0.0003, -0.0003, 0.0047
Si, 0, -0.0029, -0.0003
Si, -0.0025, -0.0002, 0.0002
Si, -0.0035, 0.0044, 0.0018
Si, 0.0028, -0.0023, 0.0017
Si, -0.0011, 0.0001, 0.0026
Si, -0.0016, 0.0016, -0.0015
Si, 0.0008, 0.0054, -0.0058
Si, 0.004, -0.0038, -0.0047
Si, -0.002, -0.001, 0.0025
Si, 0.0013, -0.0036, -0.0002
Si, 0.0012, -0.0023, 0.0005
Si, -0.0073, -0.0018, -0.0045
Si, -0.0023, 0.002, -0.0008
Si, 0.0026, 0.0029, -0.0104
Si, 0.0003, 0.002, 0.0415
Si, 0.0032, -0.0097, -0.0125
Si, -0.0049, 0.0144, 0.0497
Si, 0.0112, 0.0015, 0.044
Si, 0.0045, 0.0071, 0.0348
Si, -0.011, -0.0089, 0.0192
Si, 0.0017, -0.0056, 0.0019
Si, -0.0037, 0.0064, 0.013
Si, 0.0053, 0.0051, -0.0044
Si, -0.01, 0.0088, -0.031
Si, -0.0101, -0.0064, 0.0258
Si, 0.0155, -0.0229, 0.0386
Si, -0.0009, -0.0041, -0.0382
Si, 0.0138, -0.0178, -0.0592
Si, -0.0098, 0.0077, 0.0446
Si, 0.0005, -0.0156, -0.0074
Si, -0.0065, 0.0061, 0.0206
Si, 0.0042, 0.0132, 0.0219
Si, -0.0167, 0.0035, -0.0329
Si, 0.0038, -0.0038, -0.0061
Si, -0.0005, 0.0174, 0.0182
Si, 0.016, 0.0005, 0.0189
Si, 0.0013, 0.0015, -0.0269
Si, 0.0005, -0.0068, -0.0029
Si, 0.0213, -0.0017, -0.0415
Si, 0.0046, -0.0003, -0.0135
Si, -0.0028, 0.0057, -0.0153
Si, 0.0106, -0.0038, -0.0248
Si, -0.0005, 0.0007, -0.0292
Si, 0.0084, 0.0116, 0.0183
Si, -0.0047, 0.0086, 0.0208
Si, -0.0005, -0.0018, 0.0383
Si, -0.0115, -0.0007, -0.0295
Si, 0.0048, -0.0044, -0.0483
Si, 0.0006, 0.0015, 0.0118
Si, -0.001, 0.0027, -0.0534
Si, 0.0066, -0.0136, -0.0309
Si, -0.0177, -0.0091, 0.0268
Si, -0.0032, 0.0145, -0.0466
Si, 0.0079, 0.0172, -0.0567
Si, 0.0111, 0.001, -0.0159
Si, -0.0126, -0.0017, -0.0541
Si, -0.0031, -0.0047, 0.0114
Si, 0.0083, 0.0032, 0.0232
Si, 0.0085, -0.0079, -0.0134
Si, 0.0001, -0.0123, 0.0431
Si, -0.002, -0.0089, 0.0168
O, 0.0032, 0.0048, -0.0035
O, -0.0018, 0.0033, 0.0039
O, 0.004, -0.007, 0.009
O, -0.0106, 0.0118, 0.0073
O, -0.0179, 0.0271, -0.0217
O, 0, 0.0118, -0.0439
O, -0.0063, 0.0123, -0.0327
O, -0.0061, -0.0151, -0.0283
O, 0.0112, 0.0055, 0.0432
O, -0.0038, 0.0019, 0.0016
O, -0.0062, 0.0081, -0.0289
O, 0.0057, -0.0035, 0.0256
O, 0.0028, -0.006, 0.0232
O, -0.0089, 0.0013, -0.016
O, -0.0002, 0.0052, 0.0018
O, -0.0088, -0.0048, 0.0217
O, -0.0087, 0.0038, 0.0144
O, -0.0054, 0.0054, -0.0218
O, -0.0069, -0.0052, 0.0209
O, 0.0059, 0.0117, 0.0134
O, -0.0034, 0.0001, 0.0063
O, -0.0056, 0.0071, -0.026
O, -0.0028, -0.0053, 0.0037
O, -0.0013, 0.0028, -0.0043
O, -0.0052, 0.0147, 0.0304
O, -0.0035, -0.0001, 0.0047
O, 0.0004, -0.0019, -0.0268
O, -0.0089, -0.0114, -0.0247
O, 0.0057, -0.0033, 0.0044
O, 0.0055, -0.0066, -0.0136
O, -0.0106, 0.0122, -0.038
O, -0.0021, 0.0007, 0.0064
O, 0.0004, 0.0013, -0.0034
O, -0.0105, -0.0006, 0.0058
O, 0.0177, -0.0051, -0.0476
O, 0.0051, -0.0057, 0.026
O, 0.0069, -0.0106, 0.0253
O, -0.001, -0.0129, -0.0477
O, 0.0145, -0.0195, -0.0483
O, 0.0176, 0.0181, -0.0346
O, 0.0013, -0.0028, 0.0149
O, -0.0023, 0.0007, -0.011
O, -0.0042, -0.008, -0.0011
O, -0.0156, -0.0115, 0.0216
O, 0.0118, 0.0182, -0.022
O, -0.001, 0.0065, 0.0036
O, 0.0085, -0.0069, -0.0388
O, 0.0155, 0.0058, 0.0248
O, -0.0169, -0.0012, -0.0435
O, -0.0045, 0.0143, 0.0247
O, -0.0017, 0.007, 0.0143
O, -0.0023, -0.0019, -0.0069
O, -0.0109, 0.0111, 0.0219
O, -0.0072, 0.0027, -0.0101
O, -0.0185, -0.004, 0.0224
O, 0.0038, 0.0075, 0.0114
O, -0.0019, 0.0016, 0.0143
O, -0.005, -0.0013, 0.0023
O, -0.0059, 0.0025, -0.0025
O, -0.0122, -0.0231, -0.0478
O, -0.0029, -0.0105, 0.0147
O, 0.0007, -0.0013, -0.0011
O, -0.0167, -0.0111, -0.0079
O, 0.0064, -0.0005, -0.0041
O, 0.0098, 0.0028, 0.0116
O, -0.0029, 0, -0.0038
O, -0.0076, 0.0051, -0.0365
O, 0.0016, 0.0027, 0.0096
O, 0.0082, -0.0022, 0.005
O, -0.002, -0.0067, 0.0423
O, -0.0028, -0.0021, 0.0158
O, -0.0005, 0.0013, 0.0072
O, -0.0085, 0.0067, 0.0063
O, 0.0091, 0.0038, -0.0054
O, -0.0169, 0.0163, 0.0212
O, 0.0022, 0.0034, -0.0007
O, -0.0023, 0.0043, 0.0223
O, 0.0004, -0.002, -0.0056
O, -0.0038, -0.0067, 0.0134
O, 0.0102, -0.0012, 0.0241
O, -0.009, 0.004, -0.008

The program warned: the cutoff lies below the one the program advises for these potential files; the forces do not sum to zero within the program's tolerance; empty levels may hold ghost states of the PAW files; the exchange-correlation potential is rough where the density is thin.
